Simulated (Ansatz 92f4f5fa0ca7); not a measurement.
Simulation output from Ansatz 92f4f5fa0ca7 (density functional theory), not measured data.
Periodic cell of 226 atoms, Si134O92, from a study of silicon, its oxide and their interface. The atomic structure is a simulated model.
Doubt: the cutoff is far below the 930 eV that the study's wrapper takes by default for these files, so forces and energies are approximate.

Settings: functional PBE; potential files Ansatz PAW; basis plane waves; wave-function cutoff 580 eV; density cutoff ratio 5; exchange-correlation grid ratio 1; k mesh 1 x 1 x 1, Gamma-centred; self-consistency stop 5e-08 eV per atom in the density residual; occupations fixed; spin none; net charge 0.

Cell vectors (angstrom)
a  10.938  0  0
b  0  10.938  0
c  0  0  32.4688

Atoms and the computed forces on them: element, x, y, z (angstrom), force x, y, z (eV/angstrom)
Si  0.3758  -0.4727  24.9871  -0.014  0.0188  -0.1707
Si  5.6032  -0.1423  24.7581  0.1073  -0.1645  -0.0992
Si  2.4536  3.0129  25.2738  -0.0292  -0.0751  -0.4183
Si  8.1559  2.9802  24.7356  -0.0302  0.2331  -0.2385
Si  0.3789  5.3315  24.8294  -0.0704  -0.03  -0.08
Si  5.8676  5.1184  25.1327  -0.0096  -0.0248  -0.3359
Si  2.6304  8.212  25.0944  -0.2084  0.1337  -0.2185
Si  7.7983  8.5166  24.953  0.1691  -0.1285  -0.0842
Si  1.2923  1.3037  26.367  0.0074  -0.0918  -0.0872
Si  6.9118  1.3768  26.1086  -0.0546  0.0148  -0.1604
Si  4.1489  4.1141  26.446  0.003  -0.0031  -0.098
Si  9.6161  4.1727  26.1779  0.169  0.0568  -0.2529
Si  1.3814  6.7774  26.4191  0.0372  0.0005  -0.2316
Si  6.8821  6.8392  26.3773  -0.0181  0.0089  -0.106
Si  4.1651  9.5844  26.2632  -0.0622  0.0129  -0.1478
Si  9.5368  9.5399  26.2503  -0.0306  -0.0215  -0.0846
Si  2.7594  -0.0095  27.6716  0.0377  -0.0076  0.0653
Si  8.2233  0.0263  27.6206  -0.0606  -0.0222  0.0154
Si  -0.062  2.7423  27.6545  0.0427  0.0214  0.0448
Si  5.5299  2.6683  27.6557  -0.0152  -0.1025  0.0672
Si  2.7678  5.4686  27.7562  0.0792  0.0086  0.0883
Si  8.2729  5.4711  27.6704  -0.0102  -0.0171  0.079
Si  -0.0444  8.1773  27.6689  0.0164  0.077  0.1418
Si  5.4701  8.1946  27.6875  -0.0825  0.0028  0.0432
Si  4.1018  1.3673  29.0505  0.2747  -0.2045  -0.0552
Si  9.5708  1.3673  29.0505  -0.3256  0.1815  -0.0328
Si  1.3673  4.1018  29.0505  -0.1383  -0.3117  -0.0511
Si  6.8362  4.1018  29.0505  0.2792  -0.0842  -0.3439
Si  4.1018  6.8362  29.0505  0.0377  0.3778  0.4554
Si  9.5708  6.8362  29.0505  0.1085  -0.1118  0.3297
Si  1.3673  9.5708  29.0505  -0.0449  -0.1386  -0.2953
Si  6.8362  9.5708  29.0505  0.1721  0.1623  -0.3077
Si  0  0  30.4178  0.033  0.0183  -0.0737
Si  5.469  0  30.4178  -0.0552  0.0212  0.0023
Si  2.7345  2.7345  30.4178  -0.0359  0.0165  -0.0454
Si  8.2035  2.7345  30.4178  -0.006  -0.0331  0.0117
Si  0  5.469  30.4178  -0.0056  0.0918  0.0147
Si  5.469  5.469  30.4178  0.0002  0.049  -0.0512
Si  2.7345  8.2035  30.4178  0.0034  -0.0375  0.0222
Si  8.2035  8.2035  30.4178  0.0166  -0.005  -0.0331
Si  1.3673  1.3673  31.785  0.0242  -0.0449  -0.0064
Si  6.8362  1.3673  31.785  0.0332  0.0239  -0.0283
Si  4.1018  4.1018  31.785  -0.0038  0.0112  -0.01
Si  9.5708  4.1018  31.785  -0.0215  -0.0323  -0.0439
Si  1.3673  6.8362  31.785  0.0378  -0.0484  -0.0245
Si  6.8362  6.8362  31.785  0.0138  -0.0002  -0.0052
Si  4.1018  9.5708  31.785  -0.0118  0.008  -0.0284
Si  9.5708  9.5708  31.785  -0.0147  -0.0126  -0.0148
Si  2.7345  0  0.6835  0.0439  -0.0277  0.0079
Si  8.2035  0  0.6835  -0.0704  0.0571  -0.0025
Si  0  2.7345  0.6835  -0.0095  0.0394  0.0306
Si  5.469  2.7345  0.6835  -0.0157  -0.0264  0.0333
Si  2.7345  5.469  0.6835  -0.0681  0.0925  -0.0034
Si  8.2035  5.469  0.6835  0.0821  -0.0211  -0.0012
Si  0  8.2035  0.6835  0.002  -0.0159  0.0244
Si  5.469  8.2035  0.6835  -0.0406  0.0042  0.0347
Si  4.1018  1.3673  2.0507  -0.0787  -0.0266  0.0367
Si  9.5708  1.3673  2.0507  -0.0071  -0.0768  0.0114
Si  1.3673  4.1018  2.0507  0.1105  0.0322  0.0098
Si  6.8362  4.1018  2.0507  0.0347  0.0434  0.029
Si  4.1018  6.8362  2.0507  -0.0223  -0.155  -0.0063
Si  9.5708  6.8362  2.0507  -0.1215  -0.0111  0
Si  1.3673  9.5708  2.0507  0.0115  0.0712  0.0131
Si  6.8362  9.5708  2.0507  0.1313  -0.0015  -0.0306
Si  0  0  3.418  0.1751  0.0766  -0.2749
Si  5.469  0  3.418  -0.1884  -0.0471  0.2549
Si  2.7345  2.7345  3.418  0.0043  0.1614  -0.0616
Si  8.2035  2.7345  3.418  -0.0565  -0.0063  0.2837
Si  0  5.469  3.418  0.2247  0.0704  0.2543
Si  5.469  5.469  3.418  -0.3778  -0.0132  -0.2056
Si  2.7345  8.2035  3.418  -0.0292  -0.02  0.5316
Si  8.2035  8.2035  3.418  -0.1015  -0.0107  -0.8284
Si  1.3346  1.4136  4.7721  -0.0682  0.1033  0.0103
Si  6.8143  1.3592  4.8118  -0.0166  0.0641  -0.0942
Si  4.1105  4.0871  4.81  0.0543  -0.0761  0.0827
Si  9.5644  4.1305  4.7978  0.0261  -0.0574  -0.099
Si  1.3826  6.8198  4.8664  0.0583  -0.0312  -0.0814
Si  6.7394  6.9423  4.6981  -0.0172  0.0445  -0.0524
Si  4.0734  9.5979  4.8555  -0.0364  0.0218  -0.0975
Si  9.6107  9.5049  4.6957  -0.0093  -0.0547  -0.035
Si  2.6877  0.1017  6.1748  -0.01  -0.0013  0.1131
Si  8.2197  -0.1199  5.9795  -0.0544  0.0318  0.2416
Si  -0.028  2.7532  6.2142  -0.0332  -0.0293  0.2219
Si  5.4589  2.7141  6.2543  0.0183  0.0649  0.2492
Si  2.7728  5.4211  6.2636  0.0766  0.0357  0.1336
Si  8.105  5.5856  5.9366  0.0959  -0.0171  0.2833
Si  -0.0509  8.2037  6.1765  -0.0801  -0.0454  0.3249
Si  5.4659  8.2293  6.2291  0.0195  0.0226  0.2859
Si  3.8224  1.6079  7.6626  -0.0101  0.1376  -0.0164
Si  9.6475  1.0656  7.3585  0.1173  -0.0904  0.0085
Si  1.5877  3.8406  7.6233  0.0612  -0.2063  0.0168
Si  6.733  4.3998  7.3888  -0.0321  0.0018  -0.0269
Si  4.473  6.5189  7.5625  -0.0509  -0.0206  0.229
Si  9.1636  7.0614  7.4243  0.0416  0.0562  0.0668
Si  1.0083  9.9397  7.3992  -0.0053  0.0744  0.2399
Si  7.1212  9.403  7.5291  0.083  -0.0413  0.1103
O  5.6158  5.4161  8.0898  -0.1035  0.0882  -0.4802
O  -0.1307  0.0652  8.0431  0.0396  -0.0513  -0.568
O  2.6936  2.7214  8.2237  0.023  0.0255  -0.4679
O  8.1676  8.2249  8.1125  -0.0329  0.015  -0.4926
O  1.5188  9.3301  24.5883  -0.1106  0.1405  0.4487
O  6.9186  4.0514  24.3653  -0.0809  0.0613  0.585
O  6.6876  9.5977  24.321  0.1907  -0.0489  0.3718
O  1.3888  4.0449  24.488  0.1863  -0.073  0.4993
O  6.6528  10.3084  8.8405  0.0108  -0.0291  -0.0591
O  0.8426  4.489  8.9533  -0.0612  0.0855  0.0293
O  1.8077  9.317  8.7061  -0.0656  0.0195  -0.1857
O  7.824  3.9734  8.5602  -0.0361  0.0514  -0.0893
O  9.5865  6.0338  8.6428  -0.0204  -0.0336  -0.0108
O  4.4777  0.9021  9.012  0.0243  0.0002  -0.0008
O  3.9125  7.1291  8.9878  0.0469  -0.1146  -0.2092
O  8.5072  1.481  8.488  0.0297  -0.0404  -0.087
O  4.9564  0.4092  23.2974  0.0933  -0.0403  0.2849
O  8.9207  2.6043  23.2799  -0.212  0.0231  0.4296
O  11.0711  6.145  23.3771  0.0853  -0.1117  0.3475
O  5.2584  5.9381  23.8677  -0.0839  0.0916  -0.1074
O  8.4428  7.7687  23.641  -0.0675  0.0294  0.0321
O  3.3639  2.2194  24.1775  0.0538  -0.0052  -0.1775
O  3.0427  7.3727  23.7244  0.0223  0.0125  0.1772
O  10.8471  -0.0631  23.462  -0.0838  -0.0071  0.0978
Si  5.8333  20.4782  17.0082  -0.1239  -0.0161  0.1084
Si  6.5721  12.7785  11.8564  0.31  0.0303  0.1923
Si  14.6828  8.9285  18.9447  -0.0254  -0.0052  0.067
Si  4.5852  7.3462  13.1023  -0.1148  0.0283  -0.0582
Si  13.4517  5.0426  13.9193  0.0155  -0.0054  -0.038
Si  -2.9484  2.7525  19.3851  -0.1911  0.073  0.0052
Si  13.2565  5.4193  16.9216  0.0409  -0.0126  0.0271
Si  3.4058  3.9315  21.2043  0.1286  0.1535  -0.198
Si  -0.1918  4.7678  12.5894  0.0025  -0.3165  0.1831
Si  9.8101  6.2774  15.2169  0.1575  -0.0983  -0.0574
Si  5.8405  4.8638  19.3729  0.0412  0.0369  0.0841
Si  8.1414  2.7011  9.5012  0.067  -0.0169  0.2732
Si  9.5666  2.0254  12.009  -0.0269  -0.1789  0.2093
Si  14.9749  7.9418  10.3824  0.1032  -0.0441  0.0502
Si  4.9161  3.2821  14.2623  -0.001  -0.0335  -0.1216
Si  11.1459  9.05  14.8484  0.0641  0.0369  -0.1184
Si  14.6093  1.3439  22.854  -0.0927  0.0759  0.1655
Si  -0.0843  5.6783  9.5961  -0.0043  0.0203  -0.0584
Si  11.7396  0.3952  22.1697  0.0074  -0.0085  -0.1819
Si  6.8414  7.4251  15.2331  -0.1697  -0.0479  0.0563
Si  9.8479  2.7825  21.9249  0.005  0.0156  -0.0246
Si  13.7744  -1.0792  13.7637  -0.1745  0.0207  -0.0402
Si  4.099  0.8173  15.8003  -0.1136  -0.0653  -0.0427
Si  10.6369  5.8292  21.8142  -0.0459  -0.0153  -0.1284
Si  5.7227  7.6582  20.6386  0.1769  -0.0694  -0.1024
Si  2.052  11.468  18.0882  0.0188  -0.0373  0.0368
Si  11.232  10.1879  12.1979  -0.024  0.2201  -0.0381
Si  8.0205  10.9011  18.4954  0.0863  0.052  0.1265
Si  10.3284  9.498  20.2223  -0.0005  -0.1042  -0.0421
Si  12.5847  3.3606  18.8971  0.0174  0.0387  -0.0268
Si  1.1814  7.1952  19.2914  -0.036  0.1551  0.0153
Si  12.2207  8.5017  10.0107  -0.0833  0.1674  0.2173
Si  9.9925  14.5382  17.1883  0.0745  -0.0679  0.057
Si  5.3163  5.3192  16.4962  -0.041  -0.1005  0.1144
Si  8.5264  7.7996  22.0226  -0.0458  0.0288  -0.2496
Si  4.0052  6.3298  22.9312  0.0818  0.0867  0.0497
Si  5.4269  -0.1618  9.8304  -0.0124  -0.0282  -0.0848
Si  10.3243  0.6119  16.6369  0.0586  0.0115  0.0842
O  13.3434  0.389  22.4709  0.075  -0.0087  -0.0346
O  6.9326  9.736  18.1978  -0.0348  -0.0388  -0.0625
O  7.0957  8.1469  21.3454  0.0045  -0.0087  0.0777
O  8.5885  3.3345  17.9698  0.032  -0.0106  -0.0222
O  2.747  11.8916  16.6847  0.0259  0.0369  -0.0261
O  4.7924  13.1569  15.4572  0.0184  -0.0066  0.1034
O  6.8138  2.6636  10.4627  -0.0178  -0.0343  -0.2198
O  8.8019  11.2952  17.1258  -0.0154  0.0333  -0.0784
O  9.4354  2.6592  10.5062  -0.0337  0.1638  -0.2401
O  16.941  7.1648  13.8652  0.0844  -0.0143  -0.0308
O  2.0092  3.9614  20.3606  0.0119  -0.0346  0.0826
O  10.6106  9.1375  13.2956  0.0206  -0.0455  0.0644
O  4.6401  9.4127  10.1472  0.0261  0.0726  0.0499
O  5.583  4.5495  15.065  0.0115  -0.0189  -0.0232
O  10.4226  2.2453  16.3074  -0.0607  -0.0425  -0.0726
O  9.6489  8.8658  21.554  0.0495  0.0541  0.0987
O  11.6727  7.0649  9.5718  -0.0093  -0.104  -0.0631
O  11.2028  1.8924  21.9066  -0.0086  0.0545  0.0568
O  8.3672  17.924  15.0548  0.0034  0.0549  -0.0003
O  9.0292  2.407  20.5769  0.0645  -0.0295  0.0654
O  8.0605  1.6024  12.5286  -0.0915  0.0035  -0.0468
O  13.8271  -0.6359  18.8353  -0.0228  0.0524  -0.0387
O  1.7497  16.1135  15.3865  -0.0125  0.0405  0.0563
O  14.8465  2.4374  21.6561  0.0114  -0.1342  0.1255
O  10.5759  -0.4677  15.4435  -0.041  0.0295  0.0245
O  5.2514  10.9951  16.6288  0.0617  0.0167  -0.0168
O  6.5893  19.9071  15.6831  0.0311  -0.0026  -0.0315
O  -0.5855  5.2787  11.0955  0.0205  0.1042  -0.1806
O  14.5986  0.1605  14.3898  0.0532  0.0102  0.0404
O  11.5154  -0.5041  20.8258  0.0455  0.0631  0.1268
O  14.3636  3.7039  13.7709  0.0082  -0.0071  0.0628
O  10.2542  14.1618  12.8753  0.0232  0.1319  -0.0524
O  10.0847  16.6326  13.7313  -0.0318  0.0901  -0.009
O  0.488  11.1195  17.7775  -0.0076  -0.0128  0.0121
O  7.2761  12.2431  19.0721  0.0428  -0.0175  -0.0424
O  4.5038  4.5182  20.1836  -0.1485  -0.0588  0.0914
O  -7.1123  16.9166  16.6699  -0.0194  0.0147  -0.006
O  12.793  -1.8115  14.865  -0.0176  -0.0507  0.0425
O  11.0513  3.6951  18.4474  0.0093  0.0322  -0.0113
O  5.665  4.4322  17.8105  -0.0301  -0.0063  -0.1311
O  2.5431  14.9311  17.6857  0.0015  0.0072  -0.0473
O  4.5366  8.6594  17.5262  0.0886  0.0396  -0.1134
O  4.9567  8.9736  20.0379  0.0106  -0.0311  -0.0441
O  4.0068  8.8532  13.2805  0.0528  -0.0151  0.0229
O  4.8737  7.0985  11.5064  -0.0634  0.0585  0.0249
O  14.3892  6.3392  13.6767  0.0257  0.009  -0.0169
O  11.1144  9.4284  10.7656  0.0678  -0.1475  -0.042
O  2.5384  8.1735  10.9837  -0.033  -0.0373  0.0169
O  3.2282  4.9718  22.4561  -0.0393  -0.0213  0.0247
O  7.0136  3.9128  19.9734  0.0552  -0.0435  0.0014
O  12.3588  4.892  12.7354  -0.0162  0.0736  0.0023
O  10.4749  0.6834  12.0996  0.0007  -0.006  -0.0313
O  11.0048  8.4062  19.181  -0.0168  -0.0364  0.0148
O  9.892  5.0086  16.306  -0.0357  0.0351  -0.0043
O  11.6811  6.3872  20.6577  -0.047  -0.0507  0.1543
O  10.468  4.2469  21.7454  -0.0043  -0.0937  -0.0375
O  10.7647  7.6047  15.5357  -0.0644  -0.0016  0.0094
O  6.1109  17.4123  19.5533  -0.0194  0.0354  0.0426
O  12.8078  10.4665  12.5843  0.0443  -0.0612  0.0472
O  9.1204  6.3742  21.5117  -0.0433  -0.0249  0.0867
O  5.7141  2.6874  12.9591  -0.0569  0.0399  0.0545
O  6.336  -4.3782  16.5063  0.0479  0.0795  -0.0402
O  2.0271  12.7377  19.0837  -0.0149  0.0443  -0.0081
O  9.1423  10.3262  19.5105  -0.0406  0.0298  0.0019
O  5.8779  0.4593  11.3022  -0.1027  -0.1485  -0.2159
O  4.6419  7.0755  21.6678  -0.154  -0.0945  0.1427
O  12.2495  6.3316  17.875  0.0585  -0.0223  -0.0081
O  13.6411  7.7757  19.4381  -0.0117  -0.0363  -0.0541

Results
free energy: -137508.383 eV
free energy less fixed offsets of O -568.88, Si -635.61 eV per atom: 0.317 eV

The program warned: the cutoff lies below the one the program advises for these potential files; the forces do not sum to zero within the program's tolerance; the exchange-correlation potential is rough where the density is thin.
